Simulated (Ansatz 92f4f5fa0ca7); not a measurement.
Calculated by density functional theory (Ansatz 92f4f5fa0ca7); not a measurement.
Periodic cell of 240 atoms, Si148O92, from a study of silicon, its oxide and their interface. The atomic structure is a simulated model.
Doubt: the cutoff is far below the 930 eV that the study's wrapper takes by default for these files, so forces and energies are approximate.
This geometry differs little from another in the collection (a relaxation step or a small displacement).

Settings
functional: PBE
potential files: Ansatz PAW
basis: plane waves
wave-function cutoff: 580 eV
density cutoff ratio: 5
exchange-correlation grid ratio: 1
k mesh: 1 x 1 x 1, Gamma-centred
self-consistency stop: 5e-08 eV per atom in the density residual
occupations: fixed
spin: none
net charge: 0

Cell vectors (angstrom)
a  11.6015  0  0
b  0  10.938  0
c  0  0  32.9972

Atoms and the computed forces on them: element, x, y, z (angstrom), force x, y, z (eV/angstrom)
Si  -0.1974  -0.0306  24.4961  0.0011  -0.0066  -0.0017
Si  3.9259  -0.1765  24.5138  0.0013  -0.0076  -0.0015
Si  7.8324  0.0266  24.4975  0.0031  -0.0054  -0.0009
Si  1.9045  1.0358  24.2503  -0.0029  -0.0002  -0.0058
Si  5.8133  1.163  24.2383  0.0001  0.0028  -0.009
Si  9.6425  1.537  24.4749  -0.0059  0.0088  0.0004
Si  0.096  5.7508  24.0903  -0.0008  -0.0046  -0.0055
Si  3.9167  5.4471  24.208  0.0013  -0.0042  -0.0041
Si  7.7973  5.3717  24.4259  0.0012  -0.0108  -0.003
Si  2.0937  7.02  24.1191  0.0034  0.0089  -0.0129
Si  5.9016  6.7286  24.2483  -0.0007  0.0066  -0.0087
Si  9.6384  6.8511  24.2914  -0.0013  0.008  -0.0033
Si  1.9237  2.683  26.0664  0.0019  0.0029  0.0066
Si  5.8167  2.72  26.1031  0.0014  0.0059  0.0022
Si  9.7357  2.879  26.341  -0.0005  0.0021  0.0022
Si  0.0816  4.2141  26.0557  -0.0023  -0.0032  0.0052
Si  3.8613  4.0697  26.1526  0.0013  -0.0037  0.0058
Si  7.739  4.0895  26.3589  0.0006  -0.0038  0.0021
Si  1.9692  8.1912  26.219  -0.0015  0.0075  0.0049
Si  5.846  8.1589  26.1993  -0.0004  0.006  0.0035
Si  9.6817  8.178  26.2822  0.0006  0.0045  0.0042
Si  0.0113  9.5375  26.3753  0.0009  -0.007  0.0047
Si  3.9108  9.4892  26.4299  -0.0007  -0.0051  0.0038
Si  7.7615  9.5417  26.3541  0.0014  -0.0038  0.0018
Si  0.0349  0.024  28.224  0.0004  0.0017  -0.0029
Si  3.8835  0.0434  28.2218  0.0016  0.0028  -0.0068
Si  7.7457  0.0422  28.2025  0.0012  0.0026  -0.0037
Si  1.9461  1.4042  28.1149  -0.0011  -0.0007  -0.0044
Si  5.8089  1.4007  28.1158  -0.0025  -0.0032  -0.001
Si  9.7093  1.3784  28.1786  -0.0007  -0.0002  -0.0049
Si  0.0403  5.444  28.1169  0.0001  0.002  -0.0057
Si  3.866  5.4318  28.1262  -0.0016  0.0017  -0.0056
Si  7.7275  5.4914  28.222  -0.0015  0.0033  -0.0036
Si  1.9478  6.8177  28.1515  0.0001  -0.0012  -0.0037
Si  5.7948  6.8146  28.1541  0.0008  -0.002  -0.0048
Si  9.6921  6.7925  28.1806  0  -0.002  -0.0067
Si  1.9336  2.7345  30.098  0.0066  0.0751  -0.1576
Si  5.8008  2.7345  30.098  0.0213  0.0596  -0.214
Si  9.6679  2.7345  30.098  0.0375  0.0767  0.1524
Si  0  4.1018  30.098  0.0439  -0.0343  -0.2282
Si  3.8672  4.1018  30.098  0.0101  -0.0466  -0.0893
Si  7.7343  4.1018  30.098  -0.0317  -0.0974  0.2576
Si  1.9336  8.2035  30.098  0.0494  -0.0564  -0.1758
Si  5.8008  8.2035  30.098  -0.0985  0.0226  -0.204
Si  9.6679  8.2035  30.098  0.0647  -0.0433  -0.087
Si  0  9.5708  30.098  0.0561  -0.0267  0.3188
Si  3.8672  9.5708  30.098  -0.0121  0.0702  0.298
Si  7.7343  9.5708  30.098  0.0066  0.052  0.1077
Si  0  0  32.0315  0.0077  -0.0069  0.0796
Si  3.8672  0  32.0315  0.0128  0.0218  0.0953
Si  7.7343  0  32.0315  -0.0045  0.0348  0.0952
Si  1.9336  1.3673  32.0315  0.0034  -0.1171  -0.0481
Si  5.8008  1.3673  32.0315  -0.0166  -0.0303  -0.1119
Si  9.6679  1.3673  32.0315  -0.0137  -0.0645  0.0123
Si  0  5.469  32.0315  0.0087  0.047  -0.1147
Si  3.8672  5.469  32.0315  -0.0201  0.0928  -0.0397
Si  7.7343  5.469  32.0315  -0.0094  -0.0264  -0.0124
Si  1.9336  6.8362  32.0315  -0.0235  -0.0057  -0.0124
Si  5.8008  6.8362  32.0315  0.0189  -0.0835  0.0204
Si  9.6679  6.8362  32.0315  0.012  -0.0346  0.062
Si  1.9336  2.7345  0.9679  -0.0337  -0.0266  0.0947
Si  5.8008  2.7345  0.9679  -0.0294  -0.1542  -0.1009
Si  9.6679  2.7345  0.9679  -0.0484  0.0187  0.1259
Si  0  4.1018  0.9679  -0.0596  -0.1416  -0.3329
Si  3.8672  4.1018  0.9679  -0.0124  0.0276  0.2035
Si  7.7343  4.1018  0.9679  -0.0119  0.1017  0.1393
Si  1.9336  8.2035  0.9679  0.1001  0.2119  -0.4958
Si  5.8008  8.2035  0.9679  -0.014  0.0326  0.2551
Si  9.6679  8.2035  0.9679  -0.0388  0.1312  -0.1596
Si  0  9.5708  0.9679  -0.0705  -0.0329  0.0352
Si  3.8672  9.5708  0.9679  -0.0965  -0.0621  0.0715
Si  7.7343  9.5708  0.9679  0.1674  0.0273  0.2367
Si  -0.0506  -0.0004  2.9029  0.0016  0.0016  0.005
Si  3.8054  -0.0596  2.9492  0.0025  0.0012  0.0005
Si  7.742  -0.04  2.9742  -0.0014  0.0011  0.0027
Si  1.895  1.3308  2.8981  -0.0044  -0.0017  0.0024
Si  5.777  1.2733  2.8422  -0.0003  -0.0023  0.0054
Si  9.6731  1.4152  2.9499  0.0021  -0.0017  0.0002
Si  -0.0162  5.5129  2.8156  -0.0021  0.0082  0.0003
Si  3.8464  5.4792  2.9257  -0.0009  0.0039  0.0059
Si  7.7268  5.4999  2.9028  0.0008  0.0018  0.0042
Si  1.9084  6.8487  2.8387  0.0013  -0.0031  -0.0022
Si  5.7697  6.8603  2.949  -0.0017  0.0018  0.0029
Si  9.6535  6.8609  2.8921  0.0003  -0.0017  0.0009
Si  1.9381  2.7621  4.7765  0.0025  0.0047  -0.003
Si  5.8738  2.7292  4.6516  -0.0018  0.0001  0.0001
Si  9.8267  2.8329  4.8965  0.0018  0.001  -0.0043
Si  0.1816  4.331  4.8108  0.0066  -0.0031  0.0044
Si  3.9056  4.022  4.809  0.002  -0.0082  -0.0077
Si  7.804  4.0468  4.7632  -0.0011  -0.0005  -0.0053
Si  1.7401  8.1674  4.7764  -0.0032  0.0072  -0.0011
Si  5.6879  8.1889  4.9421  0.0029  0.0036  -0.0094
Si  9.636  8.1271  4.8873  -0.0004  -0.0023  -0.0012
Si  -0.112  9.6312  4.8781  0.0025  -0.003  -0.0054
Si  3.7112  9.5123  4.9294  -0.0002  0.0001  -0.0027
Si  7.6873  9.5338  4.9678  -0.0008  -0.0028  -0.0057
Si  0.0362  0.1011  6.8497  0.0044  -0.004  0.0029
Si  3.7506  0.1827  6.7033  0.0016  -0.0092  0.0011
Si  7.6963  0.114  6.8601  -0.0013  -0.0086  0.0064
Si  1.8372  1.6072  6.8473  -0.0072  0.0102  0.0024
Si  5.7133  1.4211  6.5465  -0.0056  0.013  -0.0014
Si  9.6713  1.4845  6.8822  0.0001  0.0072  0.0032
Si  0.0033  6.2374  7.9315  -0.0059  -0.0062  0.0269
Si  3.3717  5.3562  6.6892  0.0014  -0.0001  0.0114
Si  7.8052  5.0474  6.871  -0.009  0.008  0.0052
Si  1.309  6.2017  6.0332  -0.0014  -0.0035  -0.0174
Si  5.1806  6.8466  6.873  0.0074  0.0059  0.031
Si  9.5001  6.714  6.8595  -0.0004  0.0083  -0.0066
O  6.4199  5.8507  7.3281  0.0012  -0.0011  -0.0104
O  4.7725  7.8762  8.0946  0.0025  -0.0116  -0.012
O  0.4272  10.0307  8.128  -0.0003  0.0002  -0.004
O  5.3156  2.5076  7.7772  0.0019  -0.0037  -0.0059
O  0.0987  7.5059  8.9752  0.0003  -0.0064  -0.0091
O  8.7674  7.9335  7.7188  -0.0002  0.0025  0.0003
O  9.6393  2.598  8.1607  0.0018  -0.0057  -0.0029
O  7.6586  10.218  8.3248  0.0013  0.003  -0.0039
O  3.9786  10.5619  8.2468  0.0007  -0.0002  -0.003
O  1.7153  2.5177  8.2715  0.0005  -0.006  -0.0073
O  3.0649  4.7665  8.2365  0.001  0.0012  -0.0048
O  12.0281  4.8573  8.7692  -0.0013  0.0047  -0.0069
O  4.0076  4.4057  22.8903  0  0.001  0.0056
O  4.2266  9.6447  23.3028  -0.0007  0.0005  0.0019
O  6.7644  7.5684  20.1538  0.0014  -0.001  0.0003
O  6.1038  7.3773  22.7193  -0.0018  -0.0014  0.0047
O  9.3935  7.6952  22.8537  0.0015  -0.003  0.0028
O  -0.7311  9.7617  23.3959  0.0014  -0.0012  -0.0016
O  7.6799  4.2837  23.152  -0.0026  0.0024  0.0028
O  9.6309  2.4326  23.05  -0.0009  0.0022  -0.0016
O  8.1218  10.0132  23.1527  -0.0029  0.0017  0.0004
O  5.7465  1.4473  22.5968  0.0014  0.0009  -0.002
O  1.9676  1.5771  22.6624  0.0007  0.0005  0.0006
O  0.1109  5.1214  22.5493  0.0019  -0.0005  0.0064
Si  6.1934  1.942  21.1069  0.0042  0.0019  0.0005
Si  11.4899  9.0809  9.3409  0.0018  0.0026  0.0082
Si  8.0026  7.8793  11.641  -0.0001  0.004  0.0063
Si  1.801  11.6431  21.2811  -0.0002  -0.0016  -0.0028
Si  8.4319  -0.4888  13.1106  0.0017  -0.0027  0.0109
Si  1.1397  4.5706  14.8522  0.0003  -0.0001  -0.0004
Si  5.2219  12.9958  16.556  0.0002  0.0012  -0.0014
Si  -0.6622  6.9659  16.0234  -0.0002  -0.0012  -0.003
Si  -0.6884  -0.7327  20.1885  -0.0017  0.0004  -0.0039
Si  5.7074  2.5406  9.3585  -0.0004  0.0027  0.0093
Si  4.5798  7.9454  9.7169  -0.0007  -0.0008  0.0003
Si  7.5361  8.0439  18.8104  -0.0007  -0.0016  -0.0047
Si  1.7327  3.3451  19.8261  -0.0016  -0.0027  -0.0064
Si  -3.1687  3.605  8.6677  -0.0018  -0.0007  0.0085
Si  2.7686  4.0845  12.1277  -0.0007  -0.0018  0.0031
Si  3.527  9.7216  13.8131  0.0019  0.0006  0.0012
Si  8.5023  8.9556  8.934  -0.0027  -0.0036  0.0081
Si  7.4528  3.8343  15.5018  0.0003  -0.0003  -0.0011
Si  4.374  10.7458  9.8112  0.0018  0  0.009
Si  -0.8797  7.4746  19.0941  0.001  0  -0.004
Si  4.2606  4.3854  21.2652  0.0012  -0.001  -0.0051
Si  5.5638  7.2326  21.1821  0.0019  -0.0015  -0.0007
Si  1.823  3.9945  9.004  0.0038  0.0014  0.0086
Si  6.715  0.2381  18.4916  0.0001  0.0007  -0.0048
Si  9.6559  11.5417  17.7222  -0.0001  -0.001  -0.0038
Si  3.3431  9.0465  22.0706  0.0006  0.0022  -0.0033
Si  8.6445  3.4029  22.1649  -0.0016  -0.0062  -0.0038
Si  7.7187  6.7576  16.0213  -0.0005  0.0001  -0.0033
Si  8.3552  4.9417  11.3739  0.0002  -0.0019  0.0045
Si  10.5774  9.944  15.4252  -0.0108  0.0134  -0.0124
Si  1.7523  11.4365  15.386  -0.002  -0.0018  -0.0026
Si  2.5264  13.9277  16.985  0.0013  -0.0013  -0.0048
Si  3.6866  12.5486  13.7117  -0.0009  -0.0018  0.0005
Si  6.336  8.6481  13.9155  0.0022  0.0025  0.0022
Si  10.2061  2.8139  15.6333  0.0005  -0.0007  -0.0039
Si  2.299  9.268  11.0907  0.0032  -0.0018  0.0055
Si  5.252  5.1462  10.9998  -0.0003  -0.004  0.0025
Si  -2.9907  13.407  13.1857  0.0011  -0.0016  0.0041
Si  -0.5682  4.9328  21.0754  -0.0006  0.0005  -0.0063
Si  9.4957  9.3108  22.6267  0.0009  0.0024  -0.0052
O  9.3432  6.6267  15.8362  0.0007  -0.0003  0.0008
O  2.8163  4.3403  20.5209  -0.0014  0.0001  0.002
O  2.7343  -0.822  15.2071  0.0003  0.0008  -0.0002
O  3.0087  18.9804  10.2261  0  0.0009  -0.0018
O  7.6762  8.1209  10.0615  0.0026  0.0012  -0.0067
O  2.5131  9.0575  12.7038  -0.0004  0.0002  -0.003
O  0.2498  3.7264  20.359  0.0025  0.0005  0.0012
O  -0.3454  6.9674  17.6309  0.0001  0  0.0021
O  7.342  13.9892  14.0579  0.0002  0.001  -0.0008
O  0.3075  11.0299  21.1622  -0.0004  -0.0016  -0.0011
O  16.8188  9.3861  10.2221  0.0009  0.001  -0.0034
O  9.6151  9.7494  21.0689  0.001  -0.0013  0.0009
O  2.2268  8.0336  22.7644  -0.0016  -0.0087  0.0116
O  2.7556  10.3208  21.239  -0.0004  -0.0006  0.0006
O  4.1807  22.0268  13.1652  -0.0016  0.0002  -0.0011
O  5.6369  0.6534  17.3094  0.0005  -0.0001  0.0012
O  9.7469  10.176  16.8175  0.0055  0.0013  -0.0108
O  5.0281  3.8625  10.0071  0.0022  0.0036  -0.0011
O  5.1253  3.1126  20.7371  0.0012  -0.0008  0.0014
O  8.345  11.9604  12.4509  0.0005  -0.0028  -0.0023
O  2.9678  10.7034  10.6481  -0.0002  0.0004  -0.0022
O  8.8338  -4.478  11.8101  0.0012  -0.0012  -0.0027
O  0.0192  3.4828  15.2889  0.0001  -0.0013  0.0006
O  0.2259  10.9641  15.3509  -0.0093  -0.0096  0.0049
O  6.9993  9.5646  18.4977  -0.0002  0.0007  0.0012
O  9.8024  2.1034  14.2282  -0.0002  0.0016  0.0003
O  7.1427  7.997  15.154  -0.0002  -0.0002  -0.0002
O  2.1044  1.7666  20.0864  -0.0002  0.0008  0.0019
O  6.6417  7.789  12.5494  0.0016  -0.0004  -0.0026
O  5.0596  5.7294  20.8372  -0.0012  -0.0007  0.003
O  1.6837  -7.3448  18.224  0  0.0011  0.0044
O  -4.2649  2.6253  9.4279  0.0016  -0.0006  -0.0053
O  1.6545  4.5301  13.2746  0.0002  0.0001  -0.0019
O  6.7366  4.8977  11.6345  0.001  0.0001  -0.0032
O  4.2923  8.2501  21.0159  -0.003  0.001  0.0001
O  8.813  -1.7146  12.0955  -0.0018  -0.0003  -0.0009
O  -2.4574  -3.0439  19.043  -0.0005  0.0008  0.0015
O  -0.5723  6.2999  20.1855  0.0003  -0.0012  0.0013
O  0.7112  9.3267  10.7297  -0.0006  -0.0009  -0.004
O  -0.0582  8.8385  19.528  -0.0007  0.0021  0.0033
O  -0.441  8.4362  15.3572  -0.0007  0.0017  0.0002
O  -2.5589  3.7006  12.1967  0.0001  0.0019  -0.0039
O  2.0129  12.3844  16.6864  0.0021  0.0016  0.0003
O  7.7201  2.5135  21.1692  -0.0057  -0.0031  0.0058
O  8.1248  11.908  18.1079  0.0012  -0.0014  0.0014
O  6.9454  10.159  13.7348  0.0095  -0.0006  -0.0044
O  2.0959  12.3966  14.107  0.0011  -0.0005  0.0006
O  2.0696  3.8746  10.6374  -0.0005  0.001  -0.0023
O  8.846  4.7152  9.8193  0.0003  -0.0014  -0.0052
O  4.7328  -2.2509  14.1762  -0.0003  0.0005  -0.0006
O  10.3466  23.7052  16.9108  -0.0004  -0.0003  -0.0004
O  9.0076  25.7271  16.0119  0.0006  -0.0001  -0.0001
O  7.0103  5.3981  15.4492  0.0009  -0.0007  -0.0001
O  0.4213  6.0019  15.24  0.0003  0.0007  -0.0003
O  9.923  9.4623  9.5623  -0.0012  0.0017  -0.0053
O  9.5875  10.3246  14.2221  0.0129  -0.0047  0.0111
O  4.0897  13.7848  17.4239  0.0007  -0.0003  0.0005
O  -1.0979  0.3585  19.0703  0.0012  -0.0034  0.0017
O  5.205  12.1129  10.1042  -0.0011  -0.0025  -0.0042
O  3.967  5.2078  12.0143  0.0001  0.0005  -0.0028
O  4.6268  1.8955  15.0309  0  0.0006  0.0008
O  6.5281  3.0197  16.5443  0.0003  -0.0013  -0.0001
O  5.2745  -4.3477  10.2642  -0.0012  0.0009  -0.0031
O  3.6407  2.757  12.5726  -0.0003  0.0007  -0.0018
O  2.4222  4.0986  15.7659  0.0013  -0.0007  0.0016
O  6.174  0.774  19.9533  -0.0002  -0.0002  0.0023
O  9.4967  4.4301  21.2425  -0.0003  0.0007  -0.0011
O  7.2325  7.0385  17.5549  -0.0001  -0.0004  0.0019

Results
free energy: -146403.884 eV
free energy less fixed offsets of O -568.88, Si -635.61 eV per atom: 3.356 eV

The program warned: the cutoff lies below the one the program advises for these potential files; the exchange-correlation potential is rough where the density is thin.
